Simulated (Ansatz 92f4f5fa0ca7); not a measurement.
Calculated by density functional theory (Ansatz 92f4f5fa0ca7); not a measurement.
Periodic cell of 189 atoms, Si117O72, from a study of silicon, its oxide and their interface. The atomic structure is a simulated model.

Settings
functional: r2SCAN
potential files: Ansatz norm-conserving
basis: plane waves
wave-function cutoff: 1300 eV
density cutoff ratio: 4
exchange-correlation grid ratio: 1
k mesh: 2 x 2 x 1, shifted by 0.5 0.5 0.5 of a step
self-consistency stop: 5e-08 eV per atom in the density residual
occupations: Fermi-Dirac, 0.05 eV
spin: none
net charge: 0

Cell vectors (angstrom)
a 11.5403 0 0
b 0 11.5403 0
c -1.4999 0.8419 25.0251

Atoms and the computed forces on them: element, x, y, z (angstrom), force x, y, z (eV/angstrom)
Si -0.3817 10.7267 -0.723 -0.1034 0.0375 -0.7007
Si -0.5182 2.2515 -0.1768 0.15 0.1182 -1.0472
Si -0.4982 5.3163 -0.334 -0.0003 -0.3822 -0.5745
Si 3.0597 9.0259 -1.0671 -0.3107 -0.3087 -0.2364
Si 3.3936 2.9322 -0.3901 -0.1243 0.2394 -0.9887
Si 3.2617 5.966 -0.2373 -0.1475 -0.1434 -0.726
Si 7.337 9.3548 -1.0372 0.2737 -0.1506 -0.113
Si 7.101 1.9737 -0.3871 -0.1748 0.3169 -0.2842
Si 7.1711 6.1262 -0.7907 -0.0451 0.2372 -0.1036
Si 1.425 -1.7027 0.5822 -0.0401 0.0372 -0.1325
Si 1.5148 2.2158 0.8932 0.0994 0.1658 -0.1817
Si 1.3278 5.907 1.032 -0.1008 0.0424 -0.1982
Si 5.1911 -1.706 0.1769 0.006 -0.3386 -0.0802
Si 5.2255 2.3785 0.9538 0.1015 -0.0753 -0.1189
Si 5.3215 5.9918 0.8131 0.1696 -0.02 -0.2153
Si 9.172 -1.7049 0.4585 0.0119 0.1679 -0.2103
Si 9.0399 1.9614 0.9689 -0.3372 0.0616 -0.1741
Si 9.0158 5.8116 0.7445 -0.0454 0.0447 -0.3099
Si 1.5183 0.1764 2.0417 0.0979 -0.067 0.1788
Si 1.3869 4.0208 2.343 0.0727 -0.0356 0.3866
Si 1.2738 7.9895 2.1093 -0.1289 0.0922 0.1307
Si 5.181 0.1998 1.876 -0.0999 -0.2314 -0.2407
Si 5.2732 4.1856 2.3298 0.0764 0.1202 0.0882
Si 5.2428 8.055 1.9488 0.0777 0.2082 -0.0629
Si 9.0576 0.0092 2.1132 0.1086 -0.1785 0.1185
Si 8.9614 3.9653 2.1867 -0.2393 0.005 0.1214
Si 9.1208 7.9105 1.9475 -0.0188 0.006 -0.0876
Si -0.5085 0.1793 3.3731 0.0319 -0.2012 -0.0512
Si -0.6367 4.0162 3.5325 0.0448 -0.0328 -0.0008
Si -0.6303 7.9653 3.4843 0.0786 0.015 -0.0225
Si 3.3866 0.2075 3.4203 -0.1743 -0.0291 -0.0082
Si 3.3222 4.0946 3.6243 -0.1149 -0.1179 0.0409
Si 3.2915 8.0007 3.402 0.0399 0.0418 -0.1531
Si 7.072 0.1649 3.3485 0.0989 0.0431 -0.0108
Si 7.1593 4.0579 3.6445 0.0674 0.0463 0.0092
Si 7.1713 8.0202 3.3773 -0.0595 0.0104 -0.2132
Si -0.6062 -1.6289 4.8436 0.0738 0.0166 0.0257
Si -0.6076 2.046 4.8202 -0.013 -0.013 0.0795
Si -0.6425 6.0004 4.7885 0.0157 0.0137 -0.0676
Si 3.2817 -1.6376 4.8399 0.0116 0.0851 0.0314
Si 3.3025 2.0852 4.8579 0.1413 0.0051 0.096
Si 3.2653 6.0793 4.8202 -0.0066 -0.0094 0.0518
Si 7.1089 -1.6286 4.8285 -0.0272 -0.0118 -0.025
Si 7.1176 2.0334 4.8331 -0.0834 0.0232 0.0094
Si 7.1436 6.0806 4.785 0.0733 -0.0667 -0.0497
Si 1.315 -1.5856 6.1922 -0.0076 -0.1182 -0.0607
Si 1.3203 2.0659 6.1793 -0.0133 0.0626 -0.0818
Si 1.2813 6.0196 6.1087 -0.1271 -0.0109 -0.1226
Si 5.2004 -1.5888 6.213 0.0113 -0.1394 -0.0785
Si 5.22 2.0766 6.2232 -0.0685 -0.0193 -0.0299
Si 5.2248 6.0211 6.1165 0.0643 0.077 -0.1157
Si 9.0139 -1.562 6.2348 0.0259 0.0475 -0.0044
Si 9.022 2.0447 6.229 0.0239 0.0103 0.0354
Si 9.0167 6.0206 6.189 0.0092 0.0805 0.0841
Si 1.2689 0.2651 7.7235 -0.0114 0.0761 0.0589
Si 1.2694 4.0531 7.4135 0.0922 -0.1063 0.093
Si 1.2301 7.9653 7.3851 0.0463 0.1094 0.0237
Si 5.1963 0.2674 7.7395 0.0129 0.0966 0.0495
Si 5.2324 4.0653 7.4443 -0.0076 -0.1306 0.0736
Si 5.1919 7.9556 7.3856 0.0053 0.0836 0.036
Si 8.9994 0.2722 7.8144 0.0151 0.0662 0.0736
Si 9.0279 4.0282 7.501 -0.0434 -0.0898 0.0163
Si 8.9707 7.9959 7.4617 0.0622 0.0163 -0.0062
Si -0.6177 0.3533 9.274 -0.0343 -0.0623 0.1004
Si -0.5943 3.9978 8.8882 -0.0137 -0.139 -0.0943
Si -0.6559 8.0488 8.7774 -0.0575 0.1882 -0.1332
Si 3.2213 0.2684 9.0595 0.015 0.0976 0.2201
Si 3.2332 4.0884 8.6664 -0.03 -0.184 -0.3839
Si 3.2106 7.913 8.5673 0.0591 0.0522 -0.3614
Si 7.0653 0.3198 9.2626 0.0913 -0.0356 0.1526
Si 7.1202 4.0196 8.8792 0.0577 -0.1482 -0.1467
Si 7.0397 8.0264 8.7895 -0.025 0.0818 -0.2636
Si -0.7339 -1.7617 10.4149 0.048 -0.1892 0.1524
Si -0.5794 2.4096 10.7636 0.183 0.1718 0.1132
Si -0.6196 6.0509 9.9216 0.1255 0.028 0.1529
Si 3.1594 -1.914 10.0575 0.0013 -0.0366 -0.0761
Si 3.2226 2.4171 10.2573 0.05 -0.0303 0.0797
Si 3.2165 6.0337 9.8724 -0.0363 0.0379 0.1352
Si 6.9512 9.731 10.4091 -0.0666 -0.1295 0.1974
Si 7.1645 2.3967 10.667 -0.2108 0.132 0.183
Si 7.0524 6.0482 9.9637 0.0128 0.0005 0.1849
Si 1.3017 9.1477 11.3982 -0.0165 -0.2194 0.5508
Si 1.5336 3.0895 11.834 0.1662 0.3716 0.5417
Si 1.3188 6.1062 11.1853 -0.0646 0.1319 1.0403
Si 4.9076 9.0673 11.5133 -0.051 -0.1871 0.7855
Si 5.0577 2.9821 11.6358 -0.0255 0.2945 0.5442
Si 5.0956 6.033 11.2007 0.0121 -0.0419 1.1209
Si 8.8469 9.1695 11.7003 -0.0138 -0.2183 0.4121
Si 9.0504 3.1627 12.218 -0.008 0.4051 0.4544
Si 9.0027 6.1163 11.1778 0.0058 0.2808 0.981
Si 3.4592 8.7315 15.9691 0.0836 -0.2474 0.3212
Si 9.8337 8.7592 16.9149 0.1973 -0.1649 0.0499
Si -2.7352 13.7091 18.063 -0.1084 0.0149 0.2232
Si 9.366 -0.6836 19.2978 -0.0242 0.0017 -0.3983
Si 9.383 7.6422 21.9686 0.0491 -0.1568 -0.2091
Si 1.029 9.0561 17.7456 0.0052 -0.1395 -0.0497
Si 1.5527 1.8115 20.7487 -0.1624 0.1038 -0.3158
Si 7.1944 9.8451 21.269 -0.1594 0.044 -0.4568
Si -3.4236 -2.1622 14.6462 -0.0414 -0.0035 0.4243
Si 4.231 1.4952 16.7821 0.0977 -0.0083 0.3203
Si 5.1315 6.5914 16.9004 -0.1552 -0.1062 -0.069
Si -2.3454 3.5846 15.376 0.0164 0.2035 0.3796
Si 13.0617 0.6089 17.8172 -0.0799 -0.1175 -0.0201
Si 3.4203 1.7928 13.922 0.0478 0.1212 0.293
Si 5.9361 10.5503 16.5099 -0.0421 0.0682 0.1883
Si -0.2438 -0.3447 21.7767 -0.0211 0.1868 -0.29
Si 3.6795 2.6035 22.5161 -0.2241 -0.132 -0.3687
Si -0.1366 3.1593 17.312 0.1868 0.0537 0.1361
Si 7.1199 4.0349 19.6765 0.0796 -0.0033 -0.4496
Si 1.451 4.5613 19.4711 0.0296 0.1619 -0.0762
Si 8.7086 6.4929 19.5134 0.0131 -0.1993 -0.5677
Si 4.3039 4.1923 18.3607 -0.1066 0.1249 -0.1657
Si 8.051 6.5847 15.7369 -0.0346 -0.046 0.3618
Si 2.9718 10.2737 13.5349 0.0243 -0.2444 0.2787
Si 6.3579 8.5308 18.843 -0.1294 -0.0768 -0.1512
Si 11.5101 7.261 19.9424 0.2554 -0.1375 -0.4251
Si 5.8292 4.6622 22.3632 0.1829 -0.0339 -0.2222
O 5.1991 7.5428 18.2461 0.2854 0.0858 -0.1091
O -0.474 3.7427 -0.9781 -0.223 0.3074 0.8175
O -0.0224 10.1989 -2.252 -0.0064 0.0879 0.2659
O 12.3707 8.4323 19.2306 -0.2247 -0.0374 -0.0298
O 3.2291 4.4832 -1.0419 0.1154 -0.1437 0.8794
O 8.1929 5.0566 19.002 -0.1225 0.1096 0.3309
O 7.6296 2.586 19.1311 0.1253 0.2077 -0.0796
O 1.0836 3.3492 20.481 0.2185 -0.2822 0.0344
O 4.3985 3.9721 21.9704 0.0278 -0.1057 0.2687
O 9.5797 9.5664 18.3127 -0.0811 0.0878 0.0732
O 0.4234 1.1458 21.7047 0.0221 -0.2422 -0.0221
O 7.1472 7.7198 -1.1671 0.184 0.2693 0.0618
O 4.8166 1.8574 23.4589 0.2532 0.4773 0.2201
O 6.4092 10.6338 22.4625 -0.2841 -0.2161 0.5804
O 10.6877 -0.6345 20.2699 0.0546 0.0168 0.4435
O -2.4244 12.127 18.295 0.0125 0.0224 0.1127
O 1.3159 7.5717 12.0223 0.0289 0.2417 -0.8191
O 4.332 2.6474 17.9128 -0.0838 -0.0335 -0.1123
O 9.0771 2.8881 13.8911 -0.0168 0.0692 -0.9018
O 2.6247 9.1544 14.6643 0.2712 0.3822 -0.3003
O -0.1216 8.4616 16.773 -0.1335 0.2096 0.2402
O -3.1147 2.6352 16.5175 0.2712 0.1851 -0.1137
O 4.4123 9.9464 12.8261 -0.1218 -0.2574 -0.052
O -3.7647 7.759 14.6235 0.0853 0.2451 0.0251
O 5.0484 4.6186 12.1231 0.0675 -0.3812 -0.8279
O 4.71 2.0763 12.9742 0.0682 0.2301 -0.2747
O 3.0583 4.5837 19.3031 -0.036 -0.1369 -0.0463
O 9.0222 4.8275 12.2113 0.0005 -0.59 -0.2627
O 2.471 9.4477 -2.5826 0.1892 -0.071 0.5204
O 3.1072 0.2221 14.1048 0.0415 0.029 -0.0207
O 9.0404 7.5484 12.0274 -0.1314 0.2089 -0.4968
O -1.3302 14.4637 18.3998 -0.0513 -0.0873 -0.3014
O 2.4649 8.5411 17.2285 -0.0098 0.2044 -0.2204
O 4.3115 5.2166 17.1087 0.14 0.027 0.2369
O 6.9783 4.1994 21.2891 -0.3831 0.1851 0.2958
O 9.3578 9.6651 15.6586 -0.2554 -0.2574 -0.0714
O 2.0835 2.4975 13.295 -0.0376 0.0587 -0.3914
O 8.7198 6.4117 21.1356 0.1481 0.4403 0.1228
O 5.0219 7.4733 12.0736 0.0361 0.2326 -0.8759
O 0.6473 1.747 17.0457 0.0153 0.1071 0.132
O 12.4189 -0.87 17.7024 0.1449 0.0211 0.0057
O 8.04 -0.7519 20.24 0.0243 -0.1676 0.2122
O 10.8598 7.902 21.2939 -0.3387 -0.0019 0.1349
O 6.8766 -1.257 15.212 0.0964 -0.1787 -0.0491
O 6.6383 6.2436 16.4523 0.1259 0.2266 -0.1441
O 8.5442 9.8726 13.168 0.1269 -0.2574 -0.3359
O -0.7827 3.652 15.8971 -0.3515 -0.1267 0.0219
O 1.3984 4.7453 12.1598 -0.0231 -0.4919 -0.7121
O 6.0448 9.1136 20.3309 0.4361 0.0833 0.1649
O -0.4857 0.8359 -1.0778 0.0257 -0.4519 0.6981
O 3.7766 2.0425 -1.7188 0.2366 0.0879 0.1201
O -2.912 5.13 15.2853 0.0753 -0.2548 -0.0504
O 3.8668 2.2833 15.409 -0.1364 -0.2301 -0.3335
O 6.5951 9.7837 17.8032 -0.1114 -0.151 -0.081
O 1.6615 10.2398 12.5783 0.1164 -0.2651 0.0127
O 3.0049 0.5213 17.1952 0.0626 0.2128 -0.0805
O 3.1015 1.7093 21.2885 0.0357 0.2421 0.3172
O 0.8381 4.2801 17.9759 -0.1218 -0.1954 0.1541
O 9.0873 7.3101 16.7675 -0.2253 0.0734 -0.2513
O 10.2429 6.757 19.0358 -0.0828 0.1441 0.3918
O 5.6205 12.1462 16.7407 -0.2528 -0.0981 -0.1396
O 3.1662 7.3493 -1.1814 0.0435 0.4607 0.423
O 4.4882 9.918 16.2791 0.0286 -0.104 -0.1624
O 9.6513 7.2528 23.4879 -0.0618 -0.1333 0.0149
O 12.4689 5.955 20.1257 -0.1271 -0.0049 -0.1012
O 1.6018 0.9833 19.3704 -0.0546 0.1553 0.1854
O 4.3097 7.3705 15.7413 -0.0177 0.2954 0.144
O 7.1743 5.4151 -2.316 0.0323 -0.1605 0.4671
O 8.3026 8.8436 21.9135 0.0381 -0.0456 0.0723
O 7.7575 3.2475 -1.2058 -0.1981 -0.2776 -0.2023
O 7.7077 7.6575 19.0171 0.0337 -0.0261 0.1693
O 5.663 4.4573 19.1593 0.1853 -0.0913 0.1819

Results
free energy: -47207.525 eV
free energy less fixed offsets of O -463.61, Si -117.95 eV per atom: -27.455 eV
pressure: -1.87 GPa
stress xx, yy, zz, yz, xz, xy (GPa, positive in tension): 0.92, 3.28, 1.41, 0.28, -0.65, -0.5

The program warned: the forces do not sum to zero within the program's tolerance.
